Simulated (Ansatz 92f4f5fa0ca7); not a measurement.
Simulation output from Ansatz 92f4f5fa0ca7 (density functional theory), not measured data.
Periodic cell of 223 atoms, Si132O90P1, from a study of silicon, its oxide and their interface. The atomic structure is a simulated model.
Doubt: the cutoff is far below the 930 eV that the study's wrapper takes by default for these files, so forces and energies are approximate.
This geometry differs little from another in the collection (a relaxation step or a small displacement).

Settings
functional: PBE
potential files: Ansatz PAW
basis: plane waves
wave-function cutoff: 580 eV
density cutoff ratio: 5
exchange-correlation grid ratio: 1
k mesh: 1 x 1 x 1, Gamma-centred
self-consistency stop: 5e-08 eV per atom in the density residual
occupations: fixed
spin: none
net charge: +1 e, with a uniform compensating background and no finite-size correction

Cell vectors (angstrom)
a, 10.938, 0, 0
b, 0, 10.938, 0
c, 0, 0, 32.1988

Atoms: element, x, y, z (angstrom)
Si, 10.5852, 0.2258, 24.8651
Si, 5.7366, 10.6812, 24.7391
Si, 2.4795, 2.9181, 24.6402
Si, 8.425, 2.4677, 24.8233
Si, 0.2748, 5.1703, 24.754
Si, 5.1543, 5.75, 24.6877
Si, 2.9329, 8.0101, 24.595
Si, 7.9401, 8.4376, 24.73
Si, 1.3296, 1.3833, 26.0354
Si, 6.8462, 1.3099, 26.1199
Si, 4.0454, 4.106, 25.9889
Si, 9.6088, 4.0608, 26.0852
Si, 1.3988, 6.8287, 26.0015
Si, 6.7692, 6.8529, 26.024
Si, 4.1027, 9.5356, 25.9979
Si, 9.4636, 9.5702, 26.1493
Si, 2.7279, -0.007, 27.3441
Si, 8.1596, -0.0206, 27.5599
Si, 0.011, 2.7162, 27.4879
Si, 5.4407, 2.7439, 27.3647
Si, 2.7295, 5.466, 27.4308
Si, 8.1856, 5.4717, 27.3531
Si, -0.0069, 8.1824, 27.373
Si, 5.4417, 8.1989, 27.4482
Si, 4.0819, 1.3639, 28.7441
Si, 9.58, 1.3523, 28.8475
Si, 1.369, 4.1057, 28.8162
Si, 6.8306, 4.1008, 28.7409
Si, 4.1006, 6.8163, 28.8072
Si, 9.5565, 6.8228, 28.7498
Si, 1.3673, 9.5644, 28.736
Si, 6.7881, 9.5421, 28.863
Si, 0.0243, -0.0272, 30.1658
Si, 5.4285, 0.0105, 30.1655
Si, 2.7409, 2.7238, 30.1564
Si, 8.1932, 2.7463, 30.1449
Si, -0.0199, 5.4681, 30.1457
Si, 5.4858, 5.4531, 30.1554
Si, 2.7242, 8.2079, 30.131
Si, 8.2086, 8.1746, 30.1671
Si, 1.3822, 1.3516, 31.5357
Si, 6.8294, 1.374, 31.5033
Si, 4.1191, 4.0853, 31.5231
Si, 9.5666, 4.0965, 31.5223
Si, 1.3588, 6.842, 31.4902
Si, 6.8511, 6.8104, 31.5437
Si, 4.0799, 9.5652, 31.5268
Si, 9.5839, 9.5495, 31.5262
Si, 2.7447, -0.0085, 0.722
Si, 8.2021, 0.0029, 0.6635
Si, 0.0003, 2.7263, 0.6919
Si, 5.4876, 2.7234, 0.7028
Si, 2.7403, 5.4871, 0.6545
Si, 8.22, 5.4442, 0.7201
Si, 0.0194, 8.1847, 0.6954
Si, 5.4728, 8.2044, 0.688
Si, 4.1393, 1.3526, 2.0779
Si, 9.5647, 1.3474, 2.0545
Si, 1.3854, 4.1228, 2.0221
Si, 6.8584, 4.0693, 2.0862
Si, 4.1123, 6.8264, 2.0541
Si, 9.5927, 6.8271, 2.0659
Si, 1.388, 9.5395, 2.0725
Si, 6.8348, 9.5944, 2.0463
Si, -0.0037, -0.0362, 3.3957
Si, 5.5038, 0.002, 3.4885
Si, 2.7782, 2.7787, 3.3692
Si, 8.1976, 2.6768, 3.4713
Si, 0.0353, 5.4649, 3.4324
Si, 5.4888, 5.46, 3.4153
Si, 2.7877, 8.2055, 3.4593
Si, 8.2085, 8.2208, 3.3777
Si, 1.4004, 1.3821, 4.6446
Si, 6.8542, 1.3304, 4.9366
Si, 4.171, 4.0707, 4.8079
Si, 9.5886, 4.0765, 4.7632
Si, 1.4246, 6.8247, 4.8088
Si, 6.8382, 6.8809, 4.7388
Si, 4.1545, 9.5693, 4.8712
Si, 9.5491, 9.5506, 4.7865
Si, 2.7604, 0.1094, 6.0821
Si, 8.2207, -0.086, 6.2935
Si, 0.0183, 2.6571, 6.054
Si, 5.4852, 2.7197, 6.3125
Si, 2.8404, 5.4879, 6.1679
Si, 8.1815, 5.4629, 6.0511
Si, 0.027, 8.1989, 6.1271
Si, 5.5582, 8.2106, 6.2578
Si, 3.8365, 1.5827, 7.6232
Si, 9.8415, 1.1253, 7.4815
Si, 1.6606, 3.7931, 7.2496
Si, 6.6658, 4.4033, 7.5025
Si, 4.4318, 6.6146, 7.5549
Si, 9.3836, 6.9661, 7.3598
Si, 1.1386, 9.9181, 7.2937
Si, 7.1954, 9.1956, 7.7065
O, 8.3478, 8.0455, 8.0098
O, 2.706, 2.7527, 7.977
O, 9.5206, 1.3518, 24.2702
O, 4.0494, 6.8656, 24.1293
O, 0.0476, 0.0245, 7.9847
O, 5.5393, 5.4932, 8.0624
O, 6.8486, 9.5709, 24.2006
O, 1.3696, 4.0623, 24.1715
O, 3.8522, 7.3422, 8.9564
O, 0.8205, 4.4163, 8.5932
O, 9.9237, 6.1426, 8.8087
O, 2.0648, 9.3099, 8.5103
O, 7.5471, 3.9328, 8.8197
O, 4.2551, 0.9366, 9.0931
O, 6.7327, 9.5543, 9.2403
O, 9.2141, 1.8438, 8.827
O, 7.7114, 3.1555, 23.518
O, 10.4989, 5.8474, 23.4464
O, 5.0893, 0.4362, 23.4018
O, 5.8623, 5.0934, 23.3582
O, 3.1052, 2.2102, 23.278
O, 2.2962, 8.723, 23.2288
O, 8.622, 7.7571, 23.3936
O, 0.2302, 10.3334, 23.5944
Si, 4.3905, 1.5746, 22.4712
Si, 3.4646, 7.9333, 14.0422
Si, 7.0979, 0.9718, 14.6603
Si, 0.9436, 9.3578, 22.5239
Si, 1.1631, 4.2789, 11.8423
Si, 6.2383, 8.9754, 15.329
Si, 0.6854, 1.3565, 12.255
Si, 8.6275, 4.9559, 20.511
P, 0.3671, 5.6887, 9.3118
Si, 5.0942, 3.1344, 17.9463
Si, 0.889, 3.7688, 16.7334
Si, 10.3966, 2.8458, 19.2202
Si, 5.27, 1.1951, 10.371
Si, 0.8878, 0.1817, 19.8513
Si, 6.6289, 9.4641, 10.8802
Si, 9.3374, 9.688, 18.3313
Si, 9.3611, 9.2378, 12.5879
Si, 6.5728, 3.8478, 22.5849
Si, 2.4598, 8.0431, 9.4013
Si, 10.5875, 7.3784, 17.0769
Si, 2.5125, 6.3012, 16.5919
Si, 10.1432, 4.5072, 14.1705
Si, 6.1354, 9.1919, 18.5238
Si, 7.9774, 2.5717, 9.6058
Si, 8.8873, 2.1268, 12.4686
Si, 5.3415, 6.2527, 18.0656
Si, 3.9205, 0.563, 19.4711
Si, 4.2492, 3.8532, 12.0537
Si, 5.5054, 6.6151, 12.1453
Si, 8.0111, 2.5098, 17.2222
Si, 4.3453, 2.5041, 14.9633
Si, 1.5446, 1.2302, 15.2242
Si, 1.5392, 9.4001, 12.0536
Si, 8.0104, 6.8572, 13.8714
Si, 10.3679, 9.8478, 15.4882
Si, 9.8106, 7.0167, 22.5522
Si, 8.1159, 5.4878, 17.4076
O, 6.0143, 7.9678, 11.2939
O, 6.0006, 9.2103, 16.9042
O, 7.6916, 1.3321, 13.1866
O, 0.9742, 1.7825, 13.7967
O, 9.4196, 6.2757, 16.8606
O, 6.7135, 6.2137, 13.1478
O, 5.115, 4.6722, 18.608
O, 9.2243, 2.1441, 18.2713
O, 2.3667, 0.0998, 19.0786
O, 9.4124, 10.2484, 16.7689
O, 2.7538, 4.4465, 11.6589
O, 5.0651, 10.3287, 19.1116
O, 9.4393, 3.2027, 13.5302
O, 0.4633, 1.7736, 19.9435
O, 3.1653, 1.3586, 15.0783
O, 8.1726, 5.3856, 19.0193
O, 3.9022, 6.6241, 17.3785
O, 4.5802, 3.2898, 16.382
O, 9.0038, 5.6491, 14.2957
O, 5.4534, 2.7607, 22.1365
O, 10.7327, 4.2324, 15.6368
O, 0.3184, 3.8696, 18.2548
O, 10.4263, 10.5202, 19.2223
O, 9.6045, 10.0187, 14.0359
O, 10.9076, 8.1255, 22.088
O, 1.1596, 2.1857, 16.4755
O, 9.7315, 3.7522, 20.4053
O, 8.1729, 4.0337, 16.6784
O, -0.0687, 9.0923, 11.9202
O, 6.584, 2.4446, 18.0089
O, 5.5656, 10.7227, 11.2019
O, 7.7467, 9.6023, 18.8387
O, 10.0367, 1.0105, 12.0623
O, 1.3377, 6.8516, 9.0596
O, 0.5285, 4.824, 13.2266
O, 5.715, 7.6252, 18.9815
O, 5.1995, 5.0996, 11.5185
O, 2.6855, 6.9857, 15.1168
O, 0.8728, 2.7399, 11.3917
O, 0.8382, 10.715, 15.4895
O, 2.3403, 8.5055, 10.9321
O, 4.6732, 2.4417, 11.2878
O, 4.1686, 3.5432, 13.6786
O, 2.2249, 4.6869, 16.5115
O, 10.7144, 8.2666, 15.6986
O, 6.8727, 10.3112, 14.6745
O, 2.3253, 8.9679, 13.427
O, 8.0043, 1.5275, 15.9077
O, 4.0837, 7.0052, 12.8489
O, 4.1746, 2.0138, 18.717
O, 7.2918, 4.42, 21.2566
O, 8.4352, 2.933, 11.1241
O, 1.1738, 6.8655, 17.363
O, 5.6564, 1.6493, 14.6747
O, 8.1103, 9.755, 11.6013
O, 9.2094, 6.2882, 21.235
O, 8.9322, 7.7008, 12.8501
O, 1.6426, 0.099, 11.8207
O, 6.6443, 6.1369, 17.0571
O, 7.3775, 7.8219, 15.0367
O, 1.2131, 10.3053, 21.2311
O, 10.027, 8.2082, 18.3531
O, 3.947, 0.8606, 21.0812
O, 0.3202, 5.3338, 10.8056
O, 6.6881, 1.5952, 9.6684
O, 4.755, 8.7017, 14.6856

Results
free energy: -135858.400 eV
free energy less fixed offsets of O -568.88, P -755.39, Si -635.61 eV per atom: -3.290 eV

Forces (eV/angstrom), in the order of the atoms: element, x, y, z
Si, -0.0011, 0.002, 0.0126
Si, 0.0067, -0.0072, 0.0108
Si, -0.0024, 0.0047, 0.0117
Si, 0.006, -0.0059, 0.0082
Si, 0.0089, -0.005, 0.0114
Si, -0.0063, 0.0052, 0.012
Si, 0.0068, -0.0064, 0.0168
Si, -0.0031, 0.0048, 0.0113
Si, 0.0013, -0.0016, -0.0074
Si, -0.0025, 0.0031, -0.0053
Si, -0.001, 0.0015, -0.0028
Si, -0.0021, 0.0021, -0.0049
Si, 0.0004, -0.0014, -0.002
Si, -0.0004, 0.0022, -0.0047
Si, 0.0016, 0.0004, -0.004
Si, 0.002, -0.0008, -0.0065
Si, 0.0032, -0.0025, 0.0024
Si, -0.0026, -0.0013, 0.0024
Si, -0.0003, 0.0019, 0.0042
Si, 0.0025, -0.0019, 0.0016
Si, -0.001, 0.0026, -0.0003
Si, 0.0022, -0.0032, 0.0021
Si, 0.0039, -0.0017, 0.0009
Si, -0.0026, -0.0008, 0.0015
Si, -0.0016, -0.0015, -0.0037
Si, 0.0034, 0.0008, 0.0043
Si, -0.0005, -0.0002, -0.0015
Si, -0.0005, 0.0016, -0.0029
Si, 0.002, -0.0006, -0.0039
Si, -0.0004, -0.0021, -0.0024
Si, 0.0017, 0.0007, -0.0019
Si, -0.0067, 0.0009, 0.0044
Si, -0.0045, 0.0015, -0.0008
Si, 0.0052, -0.0055, -0.0018
Si, -0.0001, 0.004, 0
Si, 0.0024, -0.003, -0.001
Si, 0.0036, -0.0029, -0.0007
Si, -0.0025, 0.0019, -0.0009
Si, 0.0018, -0.0031, -0.0004
Si, -0.0012, 0.0039, -0.0005
Si, 0.0022, -0.0007, -0.0023
Si, -0.0011, 0.0006, 0.001
Si, 0.0011, -0.0023, -0.0003
Si, -0.0025, 0.0025, -0.0023
Si, -0.0003, 0.0022, 0.0013
Si, 0.0011, -0.0036, -0.0024
Si, -0.0008, 0.0028, -0.0023
Si, 0.004, -0.0016, -0.0001
Si, 0.0004, -0.0029, 0.0026
Si, -0.0011, -0.0011, 0.0006
Si, 0.0023, 0.002, 0
Si, -0.0001, 0.0014, 0.0013
Si, -0.0009, -0.0008, -0.0009
Si, 0.0034, -0.0007, 0.0031
Si, -0.0012, -0.0014, 0.0005
Si, -0.0001, 0.002, 0.0024
Si, -0.0011, 0.0062, 0.0006
Si, -0.0063, -0.0016, 0.0012
Si, 0.0095, 0.0016, 0.0039
Si, -0.0049, -0.0009, -0.0026
Si, -0.0074, -0.0028, 0.0016
Si, 0.0047, 0.0018, -0.0008
Si, -0.0038, -0.0019, 0.0007
Si, 0.0055, 0.0036, 0.0018
Si, 0.007, -0.0082, 0.0025
Si, 0.0039, -0.0049, 0.0049
Si, -0.002, 0.0053, 0.006
Si, -0.0039, 0.0001, 0.0025
Si, -0.0036, 0.0037, -0.0028
Si, 0.0002, -0.0091, 0.0028
Si, 0.0029, 0.0048, 0.0024
Si, 0.0022, 0.0001, -0.0035
Si, 0.005, 0.009, -0.0057
Si, 0.0087, -0.0069, -0.0026
Si, -0.0032, -0.0009, -0.0177
Si, 0.0066, -0.0017, 0.0022
Si, -0.0008, -0.0063, 0.0022
Si, -0.0133, 0.015, -0.0195
Si, 0.0019, -0.0058, 0
Si, -0.0114, 0.0115, -0.0298
Si, -0.0057, -0.0086, -0.008
Si, -0.0169, 0.009, 0.0098
Si, 0.0065, 0.0052, 0.0104
Si, 0.0037, -0.0019, -0.0001
Si, 0.0001, 0.0064, -0.0025
Si, 0.0089, -0.0237, 0.005
Si, 0.0269, -0.0114, 0.0004
Si, -0.0114, 0.008, 0.0049
Si, -0.0145, 0.0104, -0.0084
Si, 0.008, 0.0136, -0.021
Si, 0.0136, -0.0329, -0.0791
Si, 0.0079, 0.0034, 0.0043
Si, 0.0002, 0.0149, -0.0158
Si, 0.0501, -0.0609, 0.0465
Si, 0.0299, 0.0012, -0.0024
Si, -0.0271, 0.0218, -0.0432
O, 0.0058, 0.0056, -0.0039
O, 0.0092, 0.0011, 0.026
O, 0, 0.0013, -0.0002
O, 0.0018, -0.0006, -0.0063
O, -0.0246, -0.0103, 0.0107
O, 0.003, -0.008, 0.0035
O, 0, 0, -0.0028
O, -0.0006, -0.0013, -0.0027
O, -0.0019, -0.0001, 0.0096
O, -0.0234, 0.012, 0.0581
O, -0.0077, 0.0155, -0.0239
O, 0.0028, -0.0073, 0.0084
O, 0.0016, -0.0025, 0.0068
O, 0.0067, -0.0027, 0.0078
O, -0.0051, 0.0019, 0.0361
O, -0.0085, 0.006, 0.013
O, -0.0065, 0.0053, -0.0046
O, -0.0055, 0.0078, -0.0051
O, -0.0056, 0.0083, -0.006
O, 0.0079, -0.0097, -0.006
O, 0.0079, -0.0062, -0.0061
O, -0.008, 0.0061, -0.0059
O, 0.008, -0.0067, -0.0069
O, 0.0049, -0.009, -0.0112
Si, 0, 0.0002, 0.0011
Si, -0.0042, 0.0046, -0.0006
Si, -0.0119, 0.0075, 0.0018
Si, 0.001, -0.0011, 0.0012
Si, -0.0036, 0.0108, 0.0091
Si, 0.0007, -0.0035, 0.0076
Si, 0.0007, -0.0014, 0.0073
Si, -0.0043, 0.0045, -0.0034
P, -0.0079, 0.0407, -0.0257
Si, 0.0009, -0.0011, 0.0016
Si, -0.0068, -0.0005, -0.0006
Si, 0.0004, 0.0023, -0.0018
Si, -0.0028, -0.004, -0.0043
Si, 0.0035, -0.0042, 0.0008
Si, -0.0082, 0.0062, -0.0008
Si, 0.0003, 0.0009, -0.0001
Si, 0.0018, -0.0015, 0.0028
Si, -0.0008, 0.0012, -0.0002
Si, 0.0056, -0.0023, -0.0064
Si, 0.0007, -0.0015, 0.003
Si, -0.0032, 0.0014, 0.0013
Si, 0.0073, -0.0044, 0.0016
Si, -0.0014, 0.0024, -0.005
Si, -0.0068, -0.0021, -0.0145
Si, 0.0009, 0.0035, 0.0038
Si, -0.0008, -0.0016, 0
Si, -0.0022, 0.002, 0.0049
Si, -0.0017, -0.001, 0.0025
Si, -0.0013, 0.0016, 0.0052
Si, -0.0006, -0.0008, 0.0025
Si, 0.0081, -0.0063, 0.0017
Si, -0.0052, 0.0042, 0
Si, 0.0061, -0.0071, -0.0002
Si, -0.0013, -0.0018, 0.0084
Si, 0.0004, 0.0038, 0.0014
Si, -0.0016, 0.0004, -0.0007
Si, 0.0031, -0.0003, 0.007
O, -0.0017, -0.0056, -0.004
O, 0.0001, 0.0008, 0.0024
O, -0.0109, -0.0071, 0.009
O, 0.005, -0.004, 0.0036
O, -0.0012, 0.0017, -0.0032
O, 0.0047, -0.0009, -0.004
O, -0.0006, 0.0021, 0.0006
O, -0.0012, 0.0001, -0.0011
O, -0.0001, 0.0006, -0.0011
O, -0.0024, -0.0002, -0.0002
O, 0.0085, -0.0042, -0.0085
O, 0.0009, -0.0015, 0
O, 0.0067, 0.0085, 0.0007
O, -0.0011, -0.0002, 0.0036
O, 0.002, 0.0018, -0.0057
O, -0.0012, 0.0006, -0.0025
O, 0.003, 0, -0.0002
O, 0.0014, 0.0019, -0.0014
O, -0.0021, 0.0004, -0.0069
O, -0.0001, -0.0012, 0.0041
O, 0.0061, -0.0006, -0.0024
O, -0.0006, 0.0001, 0.0006
O, -0.002, -0.0001, -0.0003
O, 0.0028, 0.0024, 0.0037
O, 0.0013, 0.0014, 0.0058
O, -0.0011, 0.0039, -0.0036
O, 0.0021, -0.0032, 0.0032
O, -0.0013, 0.0012, -0.0035
O, -0.0064, 0.0038, -0.0056
O, -0.0022, 0.0018, -0.0013
O, 0.0009, -0.0038, -0.0011
O, -0.0004, -0.0001, 0.0017
O, -0.0006, 0.0029, -0.005
O, -0.0229, -0.0255, -0.0025
O, -0.017, -0.0016, 0.0036
O, -0.0014, -0.001, 0.0042
O, 0, 0.0047, -0.0052
O, -0.002, -0.0056, 0.0028
O, -0.0021, -0.0083, -0.0049
O, -0.0021, -0.0016, -0.0045
O, -0.0036, 0.0121, 0.0137
O, -0.0022, 0.0083, 0.0007
O, 0.0028, -0.0101, 0.0101
O, 0.0009, 0.0005, -0.0041
O, -0.0008, -0.0021, -0.0027
O, -0.0015, 0.004, -0.0076
O, 0.0064, -0.0039, 0.003
O, -0.0009, 0.0039, 0.0001
O, -0.0043, 0.0027, -0.0023
O, 0.0003, 0.0015, -0.002
O, 0.006, 0.0028, -0.0022
O, 0.0026, -0.0012, 0.0065
O, -0.0012, 0.0011, -0.0009
O, 0.0054, 0.0072, -0.0099
O, 0.0065, 0.0001, -0.0025
O, -0.0026, -0.005, -0.0014
O, -0.0039, -0.0025, -0.0023
O, -0.0045, 0.0028, -0.0042
O, -0.0032, 0, -0.003
O, -0.0037, 0.0054, -0.0023
O, 0.0005, 0.0063, -0.0061
O, -0.0007, 0.0014, 0
O, -0.0023, -0.0042, -0.0055
O, 0.0109, -0.0187, 0.0326
O, 0.0008, 0.0041, 0.0011
O, 0.0036, 0.0026, -0.0032

The program warned: the cutoff lies below the one the program advises for these potential files; the forces do not sum to zero within the program's tolerance; the exchange-correlation potential is rough where the density is thin.
